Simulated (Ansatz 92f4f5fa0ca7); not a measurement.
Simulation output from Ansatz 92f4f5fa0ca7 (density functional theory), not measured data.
Periodic cell of 294 atoms, Si196O98, from a study of silicon, its oxide and their interface. The atomic structure is a simulated model.
Doubt: the cutoff is far below the 930 eV that the study's wrapper takes by default for these files, so forces and energies are approximate.
This geometry differs little from another in the collection (a relaxation step or a small displacement).

Settings: functional PBE; potential files Ansatz PAW; basis plane waves; wave-function cutoff 580 eV; density cutoff ratio 5; exchange-correlation grid ratio 1; k mesh 1 x 1 x 1, Gamma-centred; self-consistency stop 5e-08 eV per atom in the density residual; occupations fixed; spin none; net charge 0.

Cell vectors (angstrom)
a  11.6015  0  0
b  0  10.938  0
c  0  0  41.5435

Atoms: element, x, y, z (angstrom)
Si  0  0  0.9665
Si  3.8672  0  0.9665
Si  7.7343  0  0.9665
Si  1.9336  1.3673  0.9665
Si  5.8008  1.3673  0.9665
Si  9.6679  1.3673  0.9665
Si  0  5.469  0.9665
Si  3.8672  5.469  0.9665
Si  7.7343  5.469  0.9665
Si  1.9336  6.8362  0.9665
Si  5.8008  6.8362  0.9665
Si  9.6679  6.8362  0.9665
Si  1.9336  2.7345  40.5764
Si  5.8008  2.7345  40.5764
Si  9.6679  2.7345  40.5764
Si  0  4.1018  40.5764
Si  3.8672  4.1018  40.5764
Si  7.7343  4.1018  40.5764
Si  1.9336  8.2035  40.5764
Si  5.8008  8.2035  40.5764
Si  9.6679  8.2035  40.5764
Si  0  9.5708  40.5764
Si  3.8672  9.5708  40.5764
Si  7.7343  9.5708  40.5764
Si  0  0  4.8337
Si  3.8672  0  4.8337
Si  7.7343  0  4.8337
Si  1.9336  1.3673  4.8337
Si  5.8008  1.3673  4.8337
Si  9.6679  1.3673  4.8337
Si  0  5.469  4.8337
Si  3.8672  5.469  4.8337
Si  7.7343  5.469  4.8337
Si  1.9336  6.8362  4.8337
Si  5.8008  6.8362  4.8337
Si  9.6679  6.8362  4.8337
Si  1.9336  2.7345  2.9001
Si  5.8008  2.7345  2.9001
Si  9.6679  2.7345  2.9001
Si  0  4.1018  2.9001
Si  3.8672  4.1018  2.9001
Si  7.7343  4.1018  2.9001
Si  1.9336  8.2035  2.9001
Si  5.8008  8.2035  2.9001
Si  9.6679  8.2035  2.9001
Si  0  9.5708  2.9001
Si  3.8672  9.5708  2.9001
Si  7.7343  9.5708  2.9001
Si  0.2139  -0.0752  30.8245
Si  5.9011  1.2914  30.9799
Si  3.9312  0.0215  30.8285
Si  1.9759  1.4597  30.7988
Si  5.7746  2.6253  32.9255
Si  7.7598  -0.2116  30.9682
Si  0.2642  5.2788  30.8589
Si  3.851  5.3641  30.9972
Si  10.0797  6.5986  30.1782
Si  2.0457  6.8451  31.0133
Si  5.9826  6.2723  31.2901
Si  7.5496  6.1491  28.7025
Si  1.8834  2.6492  32.8431
Si  9.713  1.1157  30.7729
Si  9.6147  2.7111  32.6645
Si  -0.0291  4.0413  32.8519
Si  3.7993  3.9583  32.8897
Si  7.6067  4.0794  32.9362
Si  1.9687  8.1997  32.9217
Si  5.8664  8.0978  32.8192
Si  9.6945  8.2656  32.9098
Si  0.0603  9.5749  32.8375
Si  3.9261  9.5134  32.7505
Si  7.733  9.5313  32.9787
Si  -0.0387  0.0123  34.7618
Si  3.8618  -0.0734  34.7334
Si  7.7313  0.0104  34.829
Si  1.9218  1.3003  34.7629
Si  5.7734  1.29  34.8434
Si  9.6371  1.3969  34.6933
Si  0.0033  5.4347  34.7718
Si  3.8806  5.4276  34.7615
Si  7.7597  5.4447  34.8556
Si  1.9529  6.7801  34.7988
Si  5.8029  6.7986  34.8007
Si  9.6897  6.811  34.7892
Si  1.9395  2.7074  36.6899
Si  5.792  2.7278  36.7203
Si  9.6776  2.7148  36.6814
Si  0.0087  4.0791  36.7123
Si  3.8633  4.0862  36.7119
Si  7.742  4.0626  36.7512
Si  1.9185  8.1896  36.706
Si  5.7958  8.1942  36.7122
Si  9.6715  8.1993  36.7148
Si  -0.0178  9.5697  36.6971
Si  3.8546  9.5449  36.702
Si  7.7388  9.5538  36.7274
Si  0  0  38.6428
Si  3.8672  0  38.6428
Si  7.7343  0  38.6428
Si  1.9336  1.3673  38.6428
Si  5.8008  1.3673  38.6428
Si  9.6679  1.3673  38.6428
Si  0  5.469  38.6428
Si  3.8672  5.469  38.6428
Si  7.7343  5.469  38.6428
Si  1.9336  6.8362  38.6428
Si  5.8008  6.8362  38.6428
Si  9.6679  6.8362  38.6428
Si  1.8985  2.8056  6.6838
Si  5.8075  2.7484  6.8094
Si  9.633  2.7384  6.7848
Si  -0.0469  4.1158  6.7709
Si  3.8769  4.0993  6.7509
Si  7.7097  4.148  6.8187
Si  1.9359  8.2276  6.7103
Si  5.8181  8.2039  6.7886
Si  9.6681  8.2087  6.7901
Si  -0.0004  9.5684  6.7741
Si  3.8942  9.5684  6.7272
Si  7.7213  9.5929  6.7914
Si  0.0135  -0.0137  8.7182
Si  3.8556  0.1354  8.5347
Si  7.6672  0.0503  8.7238
Si  1.9  1.4159  8.5336
Si  5.776  1.5025  8.8496
Si  9.6706  1.2971  8.6782
Si  0.0175  5.425  8.7532
Si  3.8939  5.5111  8.6491
Si  7.7344  5.5347  8.796
Si  1.9163  6.8015  8.56
Si  5.7623  6.9452  8.8181
Si  9.6929  6.8228  8.7292
Si  2.0584  2.6609  10.5121
Si  5.8618  2.942  10.8871
Si  9.7557  2.6398  10.5909
Si  0.0361  3.9894  10.6955
Si  3.7813  4.2702  10.6513
Si  7.9149  4.1036  10.682
Si  1.8753  8.2149  10.4054
Si  5.5293  8.477  10.7252
Si  9.5803  8.2287  10.6165
Si  -0.0543  9.5347  10.6847
Si  3.5691  9.8461  10.4663
Si  6.3523  12.5787  12.8923
Si  0.421  0.0491  12.5531
Si  2.5774  0.7056  11.7749
Si  7.6445  -1.3612  10.6243
Si  4.2026  0.801  13.4369
Si  7.9908  -0.0243  12.5004
Si  9.9479  1.323  12.5725
Si  -1.9193  7.0205  12.641
Si  3.0488  6.8817  14.8436
Si  8.1173  5.2609  12.7557
Si  2.0461  6.5771  12.0512
Si  5.6219  6.7597  13.4171
Si  11.6014  5.543  12.5367
O  6.4869  5.494  12.9061
O  6.5258  7.6959  14.3792
O  0.6491  10.4788  14.1223
O  3.6681  1.8426  14.5972
O  0.2215  12.0148  16.3055
O  9.7523  8.0596  13.9613
O  11.7701  4.9261  14.0878
O  7.9177  10.0257  13.9089
O  3.3342  8.2459  15.7135
O  2.2265  5.7185  15.6472
O  4.2045  -0.7489  14.0552
O  8.6156  4.5057  14.1459
O  7.6721  9.5711  29.7587
O  8.8775  5.7132  29.5388
O  7.7081  7.5717  27.8966
O  2.1866  7.7979  29.6543
O  10.5025  7.6623  29.0039
O  0.5902  9.9516  29.4631
O  9.5469  7.4245  31.4806
O  7.1593  -5.7196  31.7964
O  6.3288  17.4585  29.7053
O  5.9717  2.2457  29.5965
O  0.186  2.256  27.8753
O  -4.3355  4.8662  27.7661
Si  7.8039  3.6615  26.8036
Si  2.4642  7.0647  19.3165
Si  10.2291  -2.7732  19.7488
Si  1.6152  8.9507  28.6474
Si  5.3389  -4.6626  18.187
Si  -1.5399  4.8447  22.6277
Si  6.6274  5.3559  24.6558
Si  2.0019  6.4842  23.6773
Si  1.0437  2.003  20.1547
Si  8.5194  2.9801  14.7401
Si  1.1379  8.4435  21.4504
Si  8.0054  -5.0361  19.435
Si  5.5771  2.0201  28.0188
Si  0.6369  5.2631  15.6162
Si  4.115  -1.2542  15.6152
Si  8.5446  14.1595  20.7139
Si  5.3206  3.1796  18.0687
Si  4.879  3.5078  23.274
Si  0.2613  7.8503  17.1849
Si  -2.9329  7.2345  23.5061
Si  3.2149  4.0104  28.0745
Si  4.3462  10.1842  28.6175
Si  0.849  2.4231  17.0171
Si  9.0842  -0.6508  26.4156
Si  10.8743  6.1446  25.0364
Si  7.1109  9.051  28.3079
Si  10.155  2.0249  27.7956
Si  8.9582  9.1944  14.8543
Si  8.5337  -0.6861  23.242
Si  3.907  5.2301  25.4449
Si  4.0044  2.0396  20.7473
Si  6.4117  12.237  22.1503
Si  1.2461  4.9285  21.3084
Si  11.5838  -0.3984  15.6196
Si  8.3979  3.5028  17.9136
Si  6.5607  8.1696  15.9418
Si  3.6411  1.5746  16.1992
Si  -0.7717  -0.2752  21.2692
Si  1.2894  2.9242  28.9223
Si  10.8609  7.8136  27.4213
O  7.4621  2.1081  21.1862
O  4.3999  3.0305  27.5514
O  4.9613  0.5279  27.7895
O  5.9627  6.9946  16.8692
O  5.6316  9.4884  16.192
O  -2.6406  7.1477  19.8782
O  3.7309  4.714  29.4662
O  0.8302  8.2723  27.3889
O  3.8925  3.8192  24.5569
O  -1.2167  4.7663  24.2569
O  2.3895  8.2987  20.4004
O  7.6502  10.096  27.1752
O  0.8588  6.2362  24.7941
O  5.456  5.6192  25.7684
O  3.368  6.4948  24.5501
O  8.3905  -2.2642  22.8215
O  10.0624  7.3936  24.3483
O  7.0518  2.3942  14.2471
O  6.8818  2.33  27.0835
O  9.2285  13.8138  19.2244
O  0.6059  9.2647  16.432
O  11.4711  -3.2503  20.7094
O  -1.7909  0.0142  22.5005
O  -0.2539  5.3607  21.7789
O  10.0089  8.9887  26.7103
O  6.9049  2.9916  18.2806
O  7.1399  -0.0074  22.7578
O  7.6358  4.2069  25.267
O  10.615  8.1353  18.1754
O  5.4725  9.0102  28.3747
O  -2.8339  -0.5036  24.8332
O  4.4242  6.1783  14.3404
O  0.6461  2.3363  18.6169
O  8.9251  -4.9228  22.46
O  10.6453  6.3646  26.6483
O  8.7483  3.0198  16.379
O  2.8978  -1.2031  27.9909
O  3.0311  5.066  26.8205
O  1.5746  7.4174  18.0171
O  5.9239  4.7992  23.2661
O  1.6343  7.8487  22.8784
O  0.3282  3.887  16.4698
O  5.007  4.7427  17.7382
O  9.3708  3.2649  27.0624
O  7.397  6.7728  24.4219
O  1.8698  5.6904  20.0006
O  1.1328  3.3612  21.0148
O  2.4489  2.4498  16.8105
O  9.9829  -0.6533  15.4944
O  6.4856  -4.4726  19.321
O  0.6118  9.9388  21.7691
O  9.5822  3.4236  21.9786
O  8.5091  5.1542  18.0339
O  -0.2215  1.1169  20.6604
O  8.1364  8.5517  16.1298
O  2.1816  5.2714  22.5975
O  7.8545  4.6878  20.5133
O  2.5415  1.3504  20.4193
O  3.9907  6.9295  18.7986
O  4.9981  2.1559  16.8514
O  4.0026  3.2229  21.9107
O  9.9893  -1.2054  20.19
O  4.4812  2.7706  19.3832
O  5.0988  0.9104  21.2265
O  3.4347  -0.0388  16.4838
O  9.8795  0.6672  26.9436
O  9.5659  1.919  29.3186
O  5.8497  -8.7517  23.4177
O  2.2756  -3.5748  13.495
O  -0.1498  6.5842  16.2122
O  9.7403  13.0615  14.0416
O  5.179  7.6374  12.1196
O  14.8211  5.395  11.7862
O  12.0799  15.1167  29.6287

Results
free energy: -180328.456 eV
free energy less fixed offsets of O -568.88, Si -635.61 eV per atom: 1.344 eV

Forces (eV/angstrom), in the order of the atoms: element, x, y, z
Si  0.0036  0.0534  0.0019
Si  -0.0049  0.0172  -0.0099
Si  -0.0031  0.035  0.0151
Si  0.0004  -0.005  -0.026
Si  -0.0048  -0.0618  0.0067
Si  0.0032  -0.0591  -0.0146
Si  0.0047  0.0501  0.0066
Si  0.0002  0.032  0.0027
Si  -0.0015  0.032  0.0178
Si  -0.0027  0.003  -0.0175
Si  -0.0018  -0.0514  0.0079
Si  0.0019  -0.0425  0.0034
Si  -0.0012  0.0276  -0.0122
Si  0.0026  0.0364  0.0175
Si  -0.0039  0.074  -0.0133
Si  0.0023  -0.043  -0.0055
Si  -0.0111  -0.0283  -0.0004
Si  0.0013  0.0028  0.0204
Si  0.001  0.0065  0.0026
Si  -0.0012  0.0362  0.0136
Si  0.0002  0.0316  0.0033
Si  0.0057  -0.0565  -0.0098
Si  -0.0027  -0.0383  -0.0205
Si  0.001  -0.0158  0.0099
Si  -0.0138  0.0837  0.1134
Si  0.0466  0.0732  -0.2521
Si  0.0224  0.0083  0.0416
Si  -0.0314  -0.0072  -0.2522
Si  0.0418  0.0082  0.2957
Si  -0.0798  0.0548  0.0631
Si  -0.1272  0.1531  0.0755
Si  0.046  0.086  -0.0726
Si  -0.0045  0.0429  0.1446
Si  0.033  -0.0492  -0.288
Si  0.0411  -0.0328  0.1179
Si  -0.0331  0.0748  0.0618
Si  0.012  -0.0498  -0.0466
Si  0.0005  0.0908  0.0318
Si  -0.0068  0.0398  0.0007
Si  -0.0012  -0.0564  0.0037
Si  -0.0038  -0.0228  -0.005
Si  0.0073  -0.0634  0.0294
Si  -0.0004  -0.0402  -0.0359
Si  -0.0005  0.0796  0.0303
Si  -0.0182  0.0526  0.0181
Si  -0.0101  -0.0509  -0.0059
Si  -0.0061  0.0254  -0.0492
Si  0.0004  -0.0442  -0.0034
Si  -0.0985  -0.0365  0.0071
Si  0.0605  -0.0451  -0.0243
Si  0.0125  0.0688  -0.0099
Si  0.0126  -0.0684  -0.0762
Si  -0.0616  0.0285  -0.027
Si  -0.0349  0.0314  -0.0033
Si  -0.0743  0.1498  -0.0655
Si  0.0038  0.0306  0.0458
Si  0.1894  -0.0614  0.1155
Si  -0.0426  -0.0733  0.0476
Si  0.0073  -0.2551  -0.1808
Si  0.0124  -0.0028  -0.0089
Si  -0.1279  -0.0092  0.0386
Si  0.1009  0.0017  0.0148
Si  -0.0961  -0.0351  -0.0503
Si  0.0358  0.0516  -0.072
Si  0.1786  0.0691  -0.0853
Si  0.0669  0.0511  0.0255
Si  0.0076  -0.0622  -0.052
Si  -0.0609  0.1452  0.0985
Si  0.024  -0.1687  -0.0634
Si  -0.0474  0.0439  -0.0493
Si  -0.0035  -0.0237  0.0288
Si  0.0598  -0.018  -0.0802
Si  0.0165  -0.0631  0.0047
Si  -0.0036  -0.0459  0.0144
Si  -0.0096  -0.0166  0.0931
Si  0.0586  0.0147  0.0576
Si  -0.0291  0.0611  0.0125
Si  0.0022  0.0791  0.0204
Si  0.0104  -0.0314  0.0302
Si  -0.0179  -0.0766  0.0618
Si  -0.0297  -0.0433  -0.0313
Si  -0.0322  0.0626  -0.0059
Si  0.1051  0.0073  -0.012
Si  0.0134  0.0646  -0.0359
Si  -0.0019  -0.0148  -0.0212
Si  0.0047  -0.0269  0.0113
Si  -0.0128  -0.0096  0.021
Si  0.0057  0.0251  -0.0333
Si  -0.0027  0.0316  -0.005
Si  0.0029  0.0541  -0.0067
Si  -0.0043  -0.024  0.0061
Si  -0.0277  0.0005  -0.0134
Si  -0.0111  -0.051  -0.0157
Si  0.0381  0.0354  0.0132
Si  0.0035  0.0228  -0.0022
Si  -0.0052  0.0126  0.0124
Si  0.0002  0.0038  -0.0442
Si  -0.0272  -0.026  -0.1149
Si  0.0026  0.0044  0.0764
Si  0.0135  -0.0699  -0.0387
Si  -0.0194  -0.0953  0.0666
Si  0.0351  -0.0989  -0.1435
Si  0.0208  -0.0292  -0.0186
Si  -0.0128  0.0031  -0.053
Si  0.0034  -0.0135  0.1477
Si  -0.0538  -0.026  0.0371
Si  0.0044  -0.0789  0.0277
Si  0.0097  -0.0822  0.0173
Si  -0.0074  -0.0034  -0.0204
Si  -0.0146  -0.0315  -0.011
Si  -0.0162  -0.0273  -0.0102
Si  -0.0139  0.0151  0.0129
Si  0.0006  0.0576  0.0172
Si  0.027  0.0241  0.0299
Si  -0.0032  0.0031  -0.0022
Si  -0.0089  -0.0285  0.0077
Si  -0.0039  -0.0318  -0.0108
Si  -0.0118  0.0229  -0.0138
Si  0.0177  0.0224  0.0152
Si  0.0223  0.0189  -0.0123
Si  0.0296  -0.0893  -0.0181
Si  -0.0131  -0.0624  -0.0398
Si  -0.0215  -0.0522  0.0041
Si  0.0115  0.0281  0.0498
Si  0.0297  0.0804  -0.0027
Si  -0.0248  0.0727  -0.0557
Si  -0.0247  -0.0721  -0.0426
Si  -0.0174  -0.0632  0.0145
Si  -0.0622  0.0022  -0.0538
Si  0.0842  0.0341  0.0326
Si  0.0357  0.036  0.0126
Si  0.018  0.0333  -0.0482
Si  0.0111  0.0202  -0.0072
Si  -0.0772  0.0137  0.0286
Si  -0.1171  -0.0173  0.0925
Si  0.1541  0.0511  0.0541
Si  0.0241  -0.0222  -0.0464
Si  0.0085  -0.0485  -0.013
Si  0.0287  0.0356  -0.0782
Si  -0.055  -0.043  -0.0445
Si  -0.0175  -0.0787  0.0765
Si  0.0409  0.0922  0.0592
Si  0.0406  -0.003  0.0694
Si  -0.0263  -0.0863  -0.0288
Si  -0.073  0.0769  -0.0469
Si  -0.0667  0.0056  -0.0357
Si  -0.0455  0.0436  -0.0283
Si  0.0834  0.0177  -0.0663
Si  -0.0093  0.1507  0.0108
Si  0.0697  -0.1069  -0.0108
Si  0.0338  -0.0294  0.005
Si  -0.0102  -0.0046  0.0253
Si  0.0477  0.048  0.0222
Si  0.0147  -0.1453  0.1019
Si  0.0255  -0.0048  -0.0048
Si  -0.072  0.0317  0.0032
O  -0.0151  -0.0041  -0.0172
O  -0.0059  -0.009  -0.0398
O  0.0217  -0.0188  0.0555
O  -0.0436  0.0119  0.023
O  -0.0051  -0.0054  -0.0157
O  -0.0267  0.0401  0.0104
O  0.0259  -0.0115  0.0097
O  0.0418  -0.0441  0.0022
O  -0.0038  -0.0122  -0.0265
O  0.0016  0.0035  -0.0271
O  -0.0021  -0.0461  0.032
O  -0.0006  -0.0483  -0.0028
O  -0.0051  -0.0187  0.0075
O  -0.0993  -0.0183  -0.0224
O  -0.002  0.0055  0.0186
O  -0.0016  0.0389  -0.0083
O  -0.0162  0.0276  -0.0141
O  0.0506  0.0194  0.0242
O  -0.0455  0.0708  0.0629
O  0.0085  -0.0107  0.0382
O  -0.0439  0.0188  0.0944
O  -0.0169  -0.0077  -0.0082
O  -0.0235  -0.0218  -0.0002
O  -0.0004  -0.0141  0.0162
Si  0.0079  -0.0138  -0.0185
Si  0.0009  0.0022  -0.0291
Si  0.0022  -0.005  -0.019
Si  -0.0131  0.0019  0.0159
Si  0.0208  -0.0038  0.0012
Si  0.0116  0.01  0.0334
Si  0.0093  -0.0017  0.0126
Si  -0.0112  -0.0118  0.0237
Si  -0.0035  0.0081  -0.035
Si  -0.0049  0.0059  -0.0201
Si  0.0139  -0.0224  0.0079
Si  -0.0149  -0.0046  -0.0168
Si  -0.0788  0.0439  -0.0526
Si  -0.01  -0.0068  0.0119
Si  0.0217  0.0335  0.023
Si  -0.0065  0.0112  -0.0183
Si  -0.0012  -0.0023  -0.0164
Si  0.0018  0.0168  0.0235
Si  -0.0098  -0.0101  0.031
Si  -0.0036  0.0022  0.0273
Si  -0.0404  -0.0038  0.096
Si  -0.0241  0.0113  -0.0275
Si  0.0404  -0.0061  0.0055
Si  0.0253  0.0048  -0.0037
Si  0.0097  0.0051  0.0204
Si  0.0168  0.0326  -0.0383
Si  0.0234  -0.0245  0.0124
Si  0.0236  -0.0211  0.0129
Si  0.0079  -0.0143  0.0423
Si  -0.0274  -0.0135  0.0408
Si  0.0024  0.0289  -0.012
Si  0.0118  0.0134  0.015
Si  0  0.0211  0.0192
Si  -0.0017  0.0114  -0.032
Si  -0.0052  0.0128  0.0099
Si  0.0071  0.02  0.0471
Si  0.0137  -0.0112  -0.0022
Si  -0.0159  -0.0035  0.01
Si  0.0046  0.1366  -0.0325
Si  -0.0115  -0.0037  -0.0152
O  0.0018  -0.002  0.0009
O  0.0793  -0.0684  0.0262
O  0.0275  0.0523  0.0247
O  -0.0093  -0.0167  0.0049
O  -0.0151  -0.0033  -0.0268
O  0.0114  0.0101  0.0051
O  -0.0052  -0.0487  -0.0439
O  0.0078  0.001  0.0143
O  0.0158  -0.0139  -0.0162
O  0.0091  0.0062  -0.0229
O  -0.0165  0.0187  0.0201
O  -0.0096  -0.0156  0.0343
O  0.0154  0.0022  -0.0235
O  0.0021  0.0114  0.0007
O  -0.002  0.0102  -0.0001
O  -0.0029  0.0099  -0.0138
O  -0.0104  -0.0097  -0.0131
O  0.0438  0.0305  0.0144
O  -0.0034  0.0096  0.0285
O  -0.0061  0.0011  0.021
O  0.0059  -0.0247  -0.0052
O  0.0082  0.0014  0.0239
O  0.0142  0.009  -0.0155
O  -0.0034  -0.0033  -0.0185
O  -0.0088  0.0105  0.0121
O  -0.0056  0.0002  0.0076
O  -0.008  0.0021  -0.0101
O  -0.0116  0.0116  -0.0011
O  0.0041  0.0046  -0.0001
O  -0.0026  -0.012  0.0306
O  -0.0105  -0.0032  -0.0319
O  -0.0179  0.0077  -0.0079
O  0.0065  -0.0147  0.0337
O  0.0134  -0.0083  -0.0197
O  -0.0009  -0.0083  -0.0159
O  0.0162  0.0023  -0.0295
O  0.0143  0.0019  0.0146
O  0.0229  0.0273  -0.04
O  0.009  -0.0022  0.0024
O  -0.0096  -0.0133  -0.0164
O  -0.0001  0.0073  -0.0217
O  -0.0123  0.0003  -0.0186
O  0.0047  0.0176  -0.0044
O  -0.011  0.0148  0.0124
O  0.0024  0.0012  -0.0019
O  -0.0093  -0.0105  0.0165
O  0.0003  0.0017  0.0069
O  -0.0278  0.0077  0.0038
O  -0.0244  -0.0136  -0.0093
O  0.0054  -0.0093  -0.0032
O  0.0045  0.0017  -0.0012
O  0.0072  0.0041  -0.0017
O  0.0004  -0.0008  0.003
O  0.0053  0.0014  0.0055
O  -0.0084  -0.0019  -0.0319
O  -0.013  -0.0004  -0.02
O  0.0027  -0.0075  0.0238
O  0.0048  -0.0046  0.0083
O  -0.0017  0.0009  -0.0047
O  0.0089  0.0103  0.0025
O  -0.0022  -0.0088  -0.006
O  0.0059  0.003  0.0003
O  -0.0073  -0.0085  0.0215
O  -0.0028  -0.0103  0.0013
O  -0.0036  -0.0054  -0.0169
O  -0.0108  -0.0181  0.0157
O  -0.0301  0.0099  -0.0088
O  -0.0016  -0.0046  -0.0119
O  -0.0157  -0.004  -0.044
O  0.0037  0.0082  -0.0153
O  -0.0332  0.0461  0.0066
O  0.0247  0.0019  -0.0114
O  -0.0117  0.0363  0.0003
O  0.0629  -0.0901  0.0606

The program warned: the cutoff lies below the one the program advises for these potential files; the forces do not sum to zero within the program's tolerance; the exchange-correlation potential is rough where the density is thin.
